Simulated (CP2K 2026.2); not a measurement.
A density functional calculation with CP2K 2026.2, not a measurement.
Periodic cell of 504 atoms, Si360O144, from a study of silicon, its oxide and their interface. The atomic structure is a simulated model.
Doubt: the forces sum to 2.21 eV/angstrom along one axis rather than to zero, so they err by at least 0.0044 eV/angstrom per atom on average; the grid cutoff is modest.

Settings: functional PBE; method Gaussian and plane waves; basis set DZVP-MOLOPT-SR-GTH; pseudopotentials GTH-PBE; grid cutoff 350 Ry, relative cutoff 50 Ry; k points Gamma only; occupations fixed; spin none; net charge 0.

Cell vectors (angstrom)
a	16.32	0	0
b	0	16.32	0
c	2.843	-0.541	33.8965

Atoms and the computed forces on them: element, x, y, z (angstrom), force x, y, z (eV/angstrom)
Si	4.485	14.259	33.876	-0.162	0.184	0.676
Si	3.977	1.789	0.044	0.07	-0.34	0.694
Si	1.593	3.846	0.136	-0.151	0.177	0.755
Si	4.403	6.493	0.085	-0.144	0.136	0.704
Si	3.906	9.272	33.687	0.253	-0.313	0.766
Si	6.76	12.047	33.843	0.112	-0.324	0.715
Si	6.962	14.754	0.208	-0.109	0.14	0.739
Si	9.739	0.966	0.076	-0.079	0.263	0.812
Si	6.591	4.309	0.33	0.074	0.017	0.683
Si	9.274	7.038	0.133	0.145	-0.114	0.75
Si	7.066	9.252	0.102	-0.107	0.091	0.74
Si	11.986	11.947	33.827	0.349	-0.183	0.737
Si	12.086	15.209	0.161	0.048	-0.226	0.73
Si	14.671	1.658	0.068	0.142	-0.1	0.715
Si	12.418	3.853	0.097	-0.195	0.082	0.762
Si	14.643	6.841	0.172	0.271	-0.007	0.683
Si	12.578	9.186	0.03	-0.199	0.143	0.772
Si	17.966	11.489	33.872	-0.133	0.204	0.793
Si	2.818	0.065	1.259	-0.015	0.035	-0.032
Si	5.419	2.771	1.578	0.003	-0.013	-0.065
Si	2.753	5.444	1.388	0.013	-0.003	-0.063
Si	5.473	8.119	1.392	0.016	-0.003	-0.088
Si	2.733	10.884	1.123	-0.022	0.04	-0.064
Si	5.406	13.589	1.456	-0.018	-0.016	-0.047
Si	8.168	16.282	1.474	0.015	0.002	-0.067
Si	10.817	2.673	1.329	-0.007	-0.023	-0.073
Si	8.16	5.516	1.518	0.011	0.018	-0.04
Si	10.901	8.182	1.36	0.001	-0.006	-0.041
Si	8.16	10.891	1.356	-0.01	-0.018	-0.052
Si	10.848	13.539	1.257	-0.027	0.004	-0.039
Si	13.603	0.077	1.443	-0.015	0.019	-0.046
Si	16.3	2.717	1.396	0.003	0.008	-0.054
Si	13.493	5.381	1.527	0.001	-0.023	-0.024
Si	16.332	8.149	1.195	0.02	0.007	-0.047
Si	13.635	10.829	1.34	0.006	0.007	-0.07
Si	16.314	13.649	1.231	0.008	-0.03	-0.049
Si	1.372	1.323	2.687	0.012	-0.006	0.012
Si	4.038	4.124	2.865	-0.001	0.022	0.043
Si	1.36	6.848	2.643	-0.028	-0.029	0.022
Si	4.044	9.536	2.601	-0.002	0.014	0.006
Si	1.378	12.247	2.582	-0.002	-0.018	0.033
Si	4.085	15.03	2.731	-0.002	0.017	0.026
Si	6.817	1.352	2.795	-0.005	-0.01	0.02
Si	9.52	4.06	2.737	0.017	0.003	0.02
Si	6.794	6.845	2.858	-0.011	-0.001	0.054
Si	9.567	9.576	2.719	-0.009	-0.015	0.028
Si	6.767	12.187	2.748	0.029	0.007	0.025
Si	9.543	14.879	2.756	0.014	-0.01	0.028
Si	12.201	1.393	2.779	-0.023	-0.003	0.048
Si	14.976	4.083	2.788	-0.003	-0.005	0.026
Si	12.156	6.791	2.8	-0.014	0.015	0.026
Si	15.009	9.472	2.68	0.008	0.004	0.034
Si	12.227	12.207	2.639	0.014	0.018	0.01
Si	14.987	14.968	2.675	0.007	-0.008	0.006
Si	16.339	-0.023	4.067	0.017	0.017	0.003
Si	2.671	2.704	4.115	-0.006	-0.012	-0.007
Si	16.342	5.486	4.067	0.007	0.003	0
Si	2.712	8.194	4.02	0.017	-0.015	0.002
Si	16.352	10.888	4.005	0.015	-0.003	-0.021
Si	2.702	13.609	4.014	-0.001	-0.014	-0.006
Si	5.447	0.004	4.131	-0.009	-0.014	0.012
Si	8.167	2.725	4.123	0.009	0.01	0.007
Si	5.433	5.467	4.183	0.004	0.005	0.001
Si	8.191	8.223	4.116	0.005	-0.006	-0.01
Si	5.39	10.842	4.058	-0.004	-0.002	0.015
Si	8.146	13.556	4.098	0.009	0.007	-0.006
Si	10.879	-0.031	4.105	-0.01	0.01	-0.01
Si	13.594	2.729	4.126	-0.02	0.002	-0.012
Si	10.841	5.414	4.141	-0.011	0.011	0.019
Si	13.611	8.153	4.067	-0.002	0.005	-0.012
Si	10.912	10.901	4.09	-0.011	0.003	0.013
Si	13.598	13.59	4	-0.01	-0.005	0.005
Si	17.675	14.972	16.337	-0.001	0.008	-0.004
Si	4.047	1.354	16.34	-0.004	-0.013	-0.004
Si	1.373	4.083	16.305	-0.003	0.007	-0.01
Si	4.085	6.825	16.317	-0.003	0	-0.011
Si	1.376	9.53	16.348	0.006	0.006	-0.012
Si	4.075	12.234	16.314	0.003	-0.001	-0.004
Si	6.778	14.939	16.321	-0.004	0.004	-0.012
Si	9.487	1.351	16.277	0.001	0.001	-0.011
Si	6.797	4.091	16.305	0.001	-0.002	-0.002
Si	9.516	6.798	16.332	0.001	-0.008	-0.002
Si	6.806	9.498	16.31	-0.005	0.002	-0.01
Si	9.52	12.232	16.316	-0.004	0.001	-0.006
Si	12.257	14.938	16.291	-0.001	0.01	-0.014
Si	14.95	1.347	16.3	-0.002	-0.015	-0.016
Si	12.236	4.082	16.299	0.009	0	-0.009
Si	14.969	6.811	16.3	0.002	0.003	-0.004
Si	12.26	9.546	16.324	0.001	0.008	0
Si	14.97	12.243	16.377	-0.013	0	0.008
Si	2.691	-0.003	17.74	0	0.017	-0.009
Si	5.431	2.731	17.644	-0.016	-0.005	0.012
Si	2.695	5.492	17.655	-0.004	0.004	0.011
Si	5.469	8.145	17.699	-0.006	0	-0.001
Si	2.756	10.88	17.709	-0.003	-0.004	0.014
Si	5.398	13.598	17.69	0.001	-0.005	0.003
Si	8.165	-0.033	17.648	-0.002	0.002	0.019
Si	10.809	2.748	17.615	0	-0.001	-0.023
Si	8.132	5.449	17.7	0	0.006	0.006
Si	10.896	8.18	17.652	-0.002	-0.008	0.01
Si	8.148	10.867	17.659	0.016	0.003	0.014
Si	10.924	13.57	17.653	0.005	0.016	-0.007
Si	13.577	-0.005	17.657	0.006	-0.001	0.01
Si	16.352	2.679	17.633	-0.008	0.005	-0.01
Si	13.638	5.422	17.64	-0.017	-0.006	0.007
Si	16.308	8.174	17.681	0.004	-0.017	-0.006
Si	13.612	10.87	17.749	0.001	-0.01	0
Si	16.33	13.635	17.723	0	0.006	0.02
Si	17.647	1.372	19.102	-0.003	-0.024	-0.004
Si	4.091	4.155	18.963	0.027	0.001	-0.038
Si	17.626	6.81	19.053	-0.007	-0.012	-0.017
Si	4.12	9.49	19.065	0	0.008	-0.017
Si	17.743	12.28	19.056	-0.006	0.017	-0.043
Si	4.052	14.947	19.094	0.003	-0.008	-0.006
Si	6.782	1.33	18.97	-0.004	0.023	-0.027
Si	9.488	4.085	19.041	0.004	-0.017	-0.018
Si	6.806	6.803	19.115	-0.006	0.009	-0.01
Si	9.527	9.53	19.018	0.016	0.001	-0.038
Si	6.746	12.199	19.005	-0.008	-0.003	-0.02
Si	9.557	14.911	18.982	0.008	0.016	-0.023
Si	12.124	1.352	18.922	-0.009	-0.005	-0.035
Si	15.011	4.024	18.966	-0.002	0.021	-0.029
Si	12.295	6.817	18.96	0.01	0.014	-0.043
Si	15.006	9.516	19.108	-0.012	0.006	-0.005
Si	12.242	12.243	19.094	-0.007	0.002	-0.009
Si	14.949	15.019	19.072	0.015	0.001	-0.038
Si	16.246	0.083	20.527	-0.029	-0.023	0.058
Si	2.755	2.801	20.308	0.005	-0.01	0.056
Si	16.339	5.34	20.403	0.023	-0.002	0.062
Si	2.692	8.169	20.393	-0.007	-0.007	0.045
Si	16.391	10.928	20.411	-0.002	0.008	0.079
Si	2.733	13.615	20.53	0.003	-0.004	0.036
Si	5.457	-0.023	20.385	0.003	-0.008	0.032
Si	8.103	2.695	20.353	0.007	0.006	0.078
Si	5.395	5.458	20.448	-0.017	-0.003	0.061
Si	8.19	8.195	20.432	-0.003	0.009	0.076
Si	5.462	10.848	20.464	0.002	-0.011	0.032
Si	8.198	13.502	20.274	0.01	-0.013	0.045
Si	10.825	0.017	20.363	-0.012	-0.009	0.039
Si	13.519	2.7	20.187	-0.003	-0.01	0.053
Si	10.884	5.507	20.29	0	0.024	0.058
Si	13.676	8.078	20.421	-0.012	-0.004	0.044
Si	10.877	10.86	20.432	-0.014	-0.006	0.062
Si	13.601	13.628	20.432	0.015	0.023	0.048
Si	17.402	14.781	21.789	0.217	0.166	-0.786
Si	4.306	1.641	21.575	-0.004	-0.168	-0.713
Si	17.972	4.276	21.761	-0.153	-0.086	-0.708
Si	3.779	6.606	21.752	0.193	0.066	-0.71
Si	17.993	9.818	21.727	-0.123	-0.091	-0.745
Si	3.936	12.006	21.828	0.135	0.278	-0.688
Si	7.068	15.047	21.564	-0.254	-0.071	-0.698
Si	9.158	1.067	21.664	0.209	0.147	-0.772
Si	6.525	3.808	21.681	0.085	0.165	-0.743
Si	9.86	7.109	21.66	-0.126	-0.127	-0.761
Si	7.032	9.707	21.819	-0.153	-0.144	-0.736
Si	9.225	11.955	21.728	0.205	0.06	-0.769
Si	12.373	15.198	21.687	-0.108	-0.214	-0.698
Si	14.474	1.205	21.685	0.294	0.014	-0.688
Si	12.417	4.271	21.497	-0.094	-0.036	-0.693
Si	14.729	6.387	21.727	0.104	0.172	-0.676
Si	12.112	9.275	21.658	0.076	0.197	-0.73
Si	15.25	12.517	21.7	-0.2	-0.08	-0.823
Si	4.159	7.637	31.117	-0.068	0.114	0.008
Si	7.957	12.014	30.885	-0.061	0.079	0.153
Si	11.448	0.487	31.011	-0.069	-0.113	0.113
Si	5.585	7.866	23.985	-0.087	0.049	-0.172
Si	15.892	6.609	24.664	0.024	-0.035	-0.169
Si	13.313	11.479	31.116	-0.08	0.063	0.053
Si	18.652	7.6	28.571	0.197	0.014	0.038
Si	10.751	7.489	29.28	-0.061	-0.086	0.01
Si	9.267	14.779	31.184	-0.011	-0.019	0.138
Si	8.921	-0.075	26.845	-0.084	0.043	0.03
Si	14.136	0.508	29.35	0.088	-0.065	0.034
Si	12.969	12.475	28.27	0.036	-0.005	-0.027
Si	7.882	2.333	28.529	-0.019	-0.024	-0.016
Si	13.387	4.599	31.842	-0.062	0.022	0.248
Si	11.144	14.397	26.677	0.116	0.016	-0.018
Si	3.069	-0.232	23.652	-0.05	-0.043	-0.092
Si	3.268	11.261	27.985	-0.104	-0.021	0
Si	10.695	3.125	31.551	0.005	0.058	-0.02
Si	13.806	6.58	29.64	-0.127	0.064	0.079
Si	9.379	1.826	24.695	-0.08	0.013	-0.132
Si	14.304	2.423	24.559	0.013	-0.049	-0.145
Si	11.619	3.793	24.32	-0.082	-0.066	-0.122
Si	5.562	13.15	29.147	0.03	0.01	0.075
Si	5.311	13.89	23.757	-0.009	-0.104	0.03
Si	6.935	6.871	31.008	0.1	-0.112	0.143
Si	7.09	5.109	24.464	-0.084	-0.043	-0.047
Si	18.187	0.456	30.986	-0.063	0.087	0.112
Si	7.252	0.652	31.045	0.107	0.04	0.068
Si	9.02	9.209	31.089	0.001	0.001	0.128
Si	16.215	14.705	29.663	-0.015	0.011	0.013
Si	17.036	3.757	24.669	-0.022	0.015	-0.184
Si	17.07	11.605	26.477	0.173	-0.089	0.144
Si	4.171	0.752	26.225	0.111	0.002	-0.104
Si	8.982	4.95	29.733	-0.008	-0.02	0.002
Si	13.829	7.074	26.791	-0.001	0.135	-0.053
Si	17.152	10.117	28.944	-0.015	0.032	0.093
Si	11.092	8.026	26.43	0.027	-0.047	-0.096
Si	15.489	13.97	26.97	-0.053	0.023	0.045
Si	9.769	6.143	24.555	0.047	-0.04	-0.076
Si	13.204	9.961	26.474	-0.065	-0.069	-0.088
Si	3.814	8.734	26.319	-0.053	-0.008	-0.005
Si	2.904	5.034	31.994	-0.09	0.006	0.09
Si	6.115	14.795	26.636	-0.026	0.006	-0.128
Si	18.408	2.649	27.139	-0.177	-0.068	-0.049
Si	4.497	15.483	31.044	-0.034	-0.162	0.069
Si	13.405	11.159	23.782	-0.061	-0.04	-0.145
Si	11.066	13.34	23.821	0.037	0.033	-0.169
Si	18.02	4.727	29.17	-0.071	-0.02	0.077
Si	15.998	12.838	31.871	0.051	0.096	0.131
Si	14.925	9.17	30.878	0.041	-0.084	0.046
Si	13.716	-0.123	26.311	-0.044	-0.01	0.052
Si	6.496	2.665	25.866	0.065	-0.024	-0.003
Si	17.491	9.181	24.694	0.048	-0.028	-0.113
Si	16.551	2.377	29.325	-0.061	-0.108	-0.07
Si	1.36	14.937	5.426	0.002	-0.004	0.011
Si	4.067	1.365	5.462	0.004	0.007	0.012
Si	1.337	4.096	5.45	0	0.005	0.012
Si	4.049	6.85	5.455	-0.01	0.004	0.005
Si	1.366	9.542	5.403	-0.003	-0.005	0.01
Si	4.059	12.249	5.397	-0.002	0.01	0.009
Si	6.804	14.94	5.457	0.011	-0.003	0.008
Si	9.522	1.342	5.461	0.002	-0.006	0.001
Si	6.803	4.08	5.488	-0.001	0.005	0.011
Si	9.502	6.81	5.472	-0.004	-0.005	0.011
Si	6.781	9.538	5.452	0.003	0	0.009
Si	9.526	12.229	5.455	-0.006	0.004	0.013
Si	12.266	14.937	5.425	-0.005	-0.014	0.001
Si	14.966	1.34	5.434	0.008	0	0.005
Si	12.242	4.087	5.483	0.016	-0.004	0.006
Si	14.965	6.808	5.44	-0.001	0.001	0.004
Si	12.264	9.523	5.431	0.003	-0.012	0.013
Si	14.966	12.233	5.372	-0.005	0.007	-0.005
Si	2.712	-0.016	6.798	0.002	-0.003	-0.001
Si	5.43	2.717	6.825	0	0.004	0.001
Si	2.706	5.456	6.803	0.003	0.001	-0.003
Si	5.43	8.178	6.817	0.004	-0.006	-0.004
Si	2.716	10.892	6.779	0.005	0.002	0.005
Si	5.426	13.584	6.791	0.006	0	-0.004
Si	8.156	-0.011	6.816	-0.007	-0.001	0
Si	10.882	2.707	6.818	0.002	0.007	-0.003
Si	8.154	5.45	6.836	-0.012	0.002	0
Si	10.895	8.165	6.8	0.004	-0.004	-0.004
Si	8.152	10.885	6.812	-0.003	0.005	0.002
Si	10.891	13.598	6.797	-0.003	0	-0.002
Si	13.611	-0.019	6.798	0.005	-0.005	-0.004
Si	16.303	2.723	6.8	-0.006	0.006	-0.002
Si	13.611	5.451	6.817	-0.002	0	0.001
Si	16.329	8.18	6.78	-0.006	-0.001	-0.005
Si	13.619	10.89	6.778	0.001	-0.005	-0.007
Si	16.307	13.586	6.774	0.003	0.001	-0.002
Si	1.353	1.358	8.15	0.001	0.001	-0.007
Si	4.071	4.093	8.164	0.01	0.004	0
Si	1.349	6.814	8.16	-0.003	0.001	-0.008
Si	4.072	9.543	8.162	0.01	0.004	-0.003
Si	1.351	12.239	8.145	-0.002	-0.005	0
Si	4.076	14.951	8.157	-0.003	-0.002	-0.005
Si	6.793	1.35	8.172	-0.002	-0.001	-0.005
Si	9.524	4.078	8.173	-0.002	0	-0.007
Si	6.784	6.808	8.177	-0.009	-0.013	0.006
Si	9.522	9.519	8.158	-0.013	-0.015	-0.007
Si	6.792	12.244	8.167	0.003	0.007	0
Si	9.528	14.954	8.165	0.007	0.008	-0.004
Si	12.248	1.344	8.163	-0.003	0.008	-0.002
Si	14.956	4.079	8.173	-0.01	-0.004	0.001
Si	12.247	6.809	8.169	0.011	0.006	0.001
Si	14.968	9.53	8.148	0.006	0	0.001
Si	12.251	12.236	8.149	0.001	0.006	-0.008
Si	14.966	14.945	8.156	-0.007	-0.002	-0.003
Si	16.32	-0.005	9.514	0	0.002	-0.002
Si	2.71	2.721	9.513	0.002	0	-0.007
Si	16.317	5.448	9.524	0	-0.004	-0.001
Si	2.716	8.171	9.518	0.002	-0.003	-0.001
Si	16.323	10.881	9.516	-0.002	-0.001	-0.001
Si	2.712	13.596	9.512	0.005	0.005	-0.004
Si	5.432	-0.011	9.524	0.002	0	0
Si	8.157	2.716	9.523	-0.005	0.004	-0.001
Si	5.431	5.444	9.531	0	0.002	0.005
Si	8.16	8.164	9.522	-0.001	-0.007	-0.001
Si	5.435	10.887	9.53	0.001	0	0.002
Si	8.16	13.599	9.523	-0.005	0.005	0.002
Si	10.882	-0.005	9.527	-0.001	-0.003	0.001
Si	13.598	2.713	9.525	0.001	0.003	0.002
Si	10.885	5.442	9.524	0.003	-0.007	-0.004
Si	13.61	8.171	9.517	-0.006	0.001	0.001
Si	10.886	10.88	9.513	0.003	0.001	-0.005
Si	13.602	13.594	9.518	-0.001	0.003	0.001
Si	1.36	14.957	10.876	0.005	-0.001	-0.004
Si	4.069	1.357	10.873	0.003	0.007	-0.001
Si	1.357	4.083	10.878	-0.001	0.006	0.001
Si	4.073	6.809	10.882	0.008	-0.014	0.001
Si	1.359	9.526	10.883	0	0.004	0
Si	4.071	12.246	10.884	-0.004	0.002	-0.002
Si	6.796	14.955	10.886	0.005	0.007	0.002
Si	9.516	1.356	10.883	0.001	0.007	-0.001
Si	6.797	4.077	10.878	-0.002	-0.003	0.001
Si	9.519	6.801	10.878	-0.006	0	0
Si	6.801	9.523	10.881	0.003	-0.001	0.001
Si	9.525	12.236	10.878	-0.004	-0.003	-0.001
Si	12.242	14.952	10.88	-0.001	0.005	0.002
Si	14.961	1.352	10.879	-0.005	0.001	0
Si	12.241	4.08	10.883	-0.003	-0.006	0.002
Si	14.961	6.81	10.886	-0.009	-0.001	0.003
Si	12.247	9.524	10.877	0.002	-0.009	-0.004
Si	14.962	12.236	10.877	0.001	0.003	-0.001
Si	2.715	-0.003	12.239	-0.004	0.003	0.001
Si	5.431	2.716	12.23	0	-0.002	-0.001
Si	2.718	5.443	12.24	0.003	0.003	0.001
Si	5.438	8.165	12.239	0.001	-0.002	0.002
Si	2.714	10.889	12.247	0.008	-0.003	0
Si	5.435	13.598	12.247	0.002	0.003	0.003
Si	8.152	-0.002	12.246	-0.002	0.001	0.004
Si	10.879	2.718	12.237	0	0.006	0.002
Si	8.158	5.439	12.234	-0.004	-0.005	0.002
Si	10.882	8.163	12.232	0.002	-0.002	-0.002
Si	8.166	10.877	12.241	0.001	-0.001	0
Si	10.881	13.597	12.242	0.004	0.008	-0.002
Si	13.604	-0.012	12.24	-0.005	0.002	0.001
Si	16.316	2.721	12.235	0	-0.002	0
Si	13.598	5.446	12.242	-0.001	-0.003	0.001
Si	16.324	8.168	12.248	0.008	-0.004	0.001
Si	13.607	10.879	12.241	-0.006	0.003	-0.004
Si	16.324	13.594	12.234	-0.012	0.001	-0.001
Si	1.353	1.359	13.595	-0.004	0.005	0.003
Si	4.081	4.079	13.594	0.002	-0.005	0
Si	1.368	6.808	13.603	0.005	-0.01	0.007
Si	4.08	9.53	13.596	-0.004	0.004	-0.001
Si	1.351	12.243	13.613	-0.001	0.011	-0.003
Si	4.071	14.958	13.606	0.002	0.007	0.006
Si	6.775	1.355	13.598	-0.007	0.016	-0.003
Si	9.519	4.081	13.592	0.004	-0.005	0.004
Si	6.797	6.798	13.592	0.003	-0.005	0.004
Si	9.527	9.515	13.6	0.002	0	-0.002
Si	6.801	12.232	13.599	0.006	-0.009	0.001
Si	9.514	14.954	13.599	-0.005	0.006	0.003
Si	12.239	1.352	13.589	0.009	-0.008	0.002
Si	14.958	4.083	13.595	-0.006	0.007	0.003
Si	12.237	6.81	13.599	-0.011	0.004	0.001
Si	14.97	9.532	13.612	-0.009	0.001	0.007
Si	12.247	12.237	13.597	-0.004	-0.001	0.002
Si	14.967	14.945	13.597	0.013	-0.003	-0.004
Si	16.319	-0.009	14.953	-0.006	0.002	-0.004
Si	2.721	2.715	14.949	-0.004	0.003	0.003
Si	16.326	5.442	14.951	0.001	0.001	-0.003
Si	2.724	8.18	14.962	0.012	0.005	-0.006
Si	16.323	10.889	14.994	0.002	-0.004	0.007
Si	2.709	13.603	14.971	0	-0.006	0.001
Si	5.419	-0.003	14.975	-0.004	0	0.006
Si	8.14	2.725	14.934	-0.004	-0.003	-0.004
Si	5.431	5.448	14.954	0	-0.005	0.001
Si	8.165	8.147	14.951	-0.001	0.002	-0.002
Si	5.445	10.874	14.963	0.002	0.003	-0.006
Si	8.154	13.593	14.961	0.003	0.005	-0.001
Si	10.882	-0.008	14.951	0.005	0.001	-0.003
Si	13.595	2.716	14.946	-0.001	0.003	-0.003
Si	10.873	5.448	14.955	0	-0.004	0.003
Si	13.601	8.173	14.956	-0.005	-0.007	-0.002
Si	10.887	10.882	14.956	0.006	0.004	0.002
Si	13.623	13.575	14.96	-0.002	0.007	0.001
O	14.634	3.969	32.644	0.266	0.288	-0.163
O	17.648	1.845	30.391	0.334	0.339	0.11
O	3.38	7.529	27.33	0.334	-0.431	-0.014
O	9.8	12.716	23.044	-0.156	0.211	0.28
O	16.368	10.996	27.825	-0.659	0.188	-0.048
O	17.394	9.167	23.085	-0.22	-0.444	0.032
O	14.668	2.126	23.01	0.358	0.208	0.131
O	9.298	6.492	23.049	-0.258	0.045	0.04
O	10.992	8.189	22.153	-0.034	0.012	0.41
O	12.735	5.809	32.695	0.103	0.154	-0.368
O	9.627	0.444	25.483	0.241	-0.364	0.065
O	6.321	13.82	27.892	0.673	0.101	0.019
O	19.088	10.407	33.385	0.076	0.19	-0.489
O	14.093	8.681	26.929	0.24	0.013	0.173
O	9.261	9.395	32.676	-0.015	0.589	-0.112
O	11.641	3.514	22.72	-0.258	-0.317	-0.087
O	13.791	15.724	33.559	-0.104	-0.179	-0.563
O	5.418	2.694	22.165	0.134	0.145	0.269
O	15.45	6.811	23.122	0.214	0.241	0.111
O	7.788	8.214	30.835	-0.268	0.152	-0.417
O	11.881	0.715	32.546	-0.058	0.235	-0.051
O	7.678	1.087	32.551	0.312	0.219	0.1
O	17.229	12.027	32.517	0.194	0.017	-0.533
O	14.668	11.794	23.027	0.451	-0.226	0.578
O	12.843	9.875	22.983	0.082	-0.277	0.271
O	10.194	2.932	33.066	0.004	-0.3	0.144
O	17.991	15.445	23.169	-0.155	0.035	0.447
O	10.905	13.138	33.548	-0.223	0.213	-0.409
O	13.552	5.3	22.109	0.021	-0.015	0.32
O	3.406	1.094	22.811	-0.221	0.223	0.161
O	2.807	10.894	22.24	-0.063	-0.226	0.43
O	11.16	5.324	24.547	0.303	0.061	0.036
O	5.504	7.202	30.344	0.068	-0.12	-0.486
O	8.349	4.81	33.569	-0.097	0.072	-0.656
O	18.179	3.096	25.6	0.546	-0.297	-0.231
O	3.063	0.152	25.206	-0.537	-0.054	0.348
O	15.749	14.179	32.736	0.369	0.306	-0.036
O	18.591	10.837	29.214	0.331	0.164	0.688
O	12.288	15.462	26.27	-0.038	0.259	-0.082
O	6.632	14.222	22.901	0.328	-0.136	0.217
O	17.862	5.32	32.81	-0.204	-0.127	-0.062
O	18.127	0.5	32.597	0.139	-0.297	-0.243
O	13.465	0.002	22.159	0.101	-0.178	0.332
O	13.622	10.031	30.465	-0.574	-0.045	-0.608
O	9.855	4.338	30.935	-0.069	0.296	0.232
O	13.931	0.518	27.765	0.002	0.273	-0.05
O	11.636	14.63	23.027	-0.252	0.171	0.4
O	14.883	15.114	26.017	0.207	0.083	-0.415
O	8.663	3.747	28.697	0.309	0.05	-0.429
O	13.126	3.505	24.818	0.214	0.502	0.169
O	14.951	9.22	32.49	-0.045	0.415	-0.145
O	4.325	7.374	23.086	-0.332	0.084	0.322
O	12.988	10.967	27.704	-0.11	-0.36	0.416
O	4.652	12.499	23.233	0.203	-0.43	0.264
O	3.358	0.147	30.484	0.158	0.254	-0.604
O	16.505	14.583	28.08	0.486	0.315	-0.282
O	14.782	15.436	29.863	-0.398	-0.359	0.135
O	17.531	8.712	28.239	-0.504	-0.067	-0.317
O	17.811	6.247	28.734	-0.624	0.128	-0.085
O	7.607	5.594	30.291	-0.218	-0.312	-0.177
O	14.768	7.667	30.349	0.56	-0.122	0.257
O	4.246	15.032	23.385	0.17	-0.157	-0.168
O	2.695	5.463	22.237	0.145	0.003	0.443
O	13.91	10.731	25.248	0.786	0.151	0.12
O	2.622	4.646	30.478	0.423	-0.423	-0.3
O	16.462	7.45	33.517	0.085	0.023	-0.164
O	17.072	1.993	27.821	-0.393	-0.239	-0.4
O	12.238	11.359	32.318	-0.349	-0.059	-0.393
O	10.728	15.374	30.787	0.432	-0.194	-0.126
O	2.675	9.01	25.219	0.21	0.187	-0.159
O	12.875	12.439	29.892	-0.216	0.452	0.234
O	14.32	6.334	28.132	0.598	-0.295	0.029
O	5.764	0.11	31.235	-0.074	-0.003	0.341
O	4.862	14.276	30.056	-0.129	-0.005	-0.062
O	7.325	1.861	29.976	-0.181	0.334	0.15
O	12.237	6.887	26.583	0.081	-0.595	-0.227
O	10.602	13.73	25.307	-0.317	-0.269	0.217
O	4.924	15.847	26.958	-0.27	-0.036	0.401
O	8.702	10.651	30.432	0.009	0.036	-0.317
O	9.562	1.655	23.112	0.488	0.403	0.206
O	12.274	3.47	31.559	0.103	-0.243	-0.108
O	17.401	3.529	23.102	0.001	-0.298	0.221
O	3.333	1.635	27.269	-0.006	-0.18	0.58
O	7.878	2.289	25.099	-0.053	0.161	-0.323
O	16.312	13.645	22.232	0.035	0.217	0.604
O	6.697	6.571	32.582	-0.188	0.055	-0.062
O	11.015	7.597	33.512	-0.008	0.091	-0.292
O	7.481	15.631	26.441	0.023	0.204	-0.186
O	5.286	1.662	25.46	-0.048	-0.119	-0.58
O	14.639	11.989	31.887	0.131	-0.211	0.021
O	12.714	0.642	30.054	0.006	-0.036	-0.271
O	8.165	15.75	30.514	-0.016	-0.135	-0.259
O	4.035	10.018	27.281	0.549	0.061	0.064
O	8.801	1.152	27.899	0.351	0.204	0.089
O	6.156	4.186	25.416	-0.692	0.234	0.278
O	9.968	7.496	25.412	-0.565	0.415	0.126
O	3.721	6.413	32.065	0.074	0.023	0.244
O	7.512	11.773	32.427	0.121	-0.142	-0.079
O	10.544	2.871	25.098	0.002	0.037	0.407
O	2.477	3.962	27.987	0.601	0.373	-0.181
O	16.938	10.58	25.251	-0.528	0.091	-0.295
O	11.698	13.272	27.686	-0.428	-0.242	0.368
O	2.306	11.926	26.846	0.339	0.255	-0.426
O	6.403	9.006	23.161	0.016	0.004	0.295
O	5.708	13.92	25.322	-0.114	-0.334	0.253
O	5.126	8.415	25.436	0.204	0.324	0.175
O	3.982	14.88	32.458	-0.259	-0.104	0.041
O	4.403	8.84	32.181	0.254	0.197	-0.211
O	16.301	12.944	26.043	-0.144	-0.085	-0.636
O	3.062	7.963	29.979	-0.21	0.189	0.146
O	14.297	13.25	27.788	0.232	-0.104	0.409
O	16.273	13.237	30.333	0.141	-0.442	-0.354
O	3.763	3.858	32.66	-0.002	-0.216	-0.372
O	15.666	3.044	25.141	-0.057	-0.001	0.604
O	10.31	8.493	30.457	0.26	0.292	0.151
O	7.229	4.396	23.017	0.199	-0.04	0.223
O	5.585	13.118	33.469	0.077	0.065	-0.417
O	8.126	10.854	22.268	0.152	0.105	0.209
O	17.311	15.573	30.412	0.192	-0.176	0.06
O	11.775	9.403	25.921	-0.304	0.334	-0.152
O	13.831	1.043	25.227	-0.002	-0.174	0.059
O	12.238	12.249	23.901	-0.077	0.089	0.266
O	16.888	5.355	24.868	0.281	0.313	0.462
O	13.9	5.195	30.446	0.271	-0.181	-0.276
O	10.517	8.305	27.906	-0.596	0.543	-0.039
O	16.401	2.238	33.516	0.109	0.142	-0.184
O	15.106	1.765	29.677	-0.22	0.213	0.14
O	6.503	6.583	24.264	0.262	0.063	0.206
O	9.908	15.114	27.438	-0.1	-0.164	0.703
O	9.091	14.868	32.794	-0.249	0.248	-0.002
O	16.617	7.935	25.201	0.034	0.007	0.467
O	16.263	9.871	30.265	0.18	0.36	0.359
O	5.581	2.246	33.552	0.008	0.113	-0.413
O	8.117	-0.129	22.053	0.159	0.086	0.471
O	9.862	6.144	29.107	-0.144	0.066	-0.176
O	6.64	12.293	29.989	-0.112	-0.381	0.061
O	12.282	7.107	29.585	-0.183	-0.08	-0.034
O	14.567	6.399	25.544	-0.429	-0.462	-0.215
O	8.555	5.251	25.146	0.192	-0.273	0.647
O	16.594	3.996	29.435	-0.584	0.39	0.097
O	6.674	2.573	27.474	-0.493	-0.005	0.227
O	9.001	13.252	30.726	0.482	0.01	-0.387
O	4.386	12.227	28.57	-0.159	-0.162	0.158
O	10.455	1.749	30.72	-0.223	-0.157	-0.437

Results
total energy: -101658.793 eV
total energy less fixed offsets of O -438.35, Si -107.03 eV per atom: -5.593 eV
